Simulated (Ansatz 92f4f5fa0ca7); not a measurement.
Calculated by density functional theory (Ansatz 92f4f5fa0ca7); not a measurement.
Periodic cell of 252 atoms, Si144O100N8, from a study of silicon, its oxide and their interface. The atomic structure is a simulated model.
This geometry differs little from another in the collection (a relaxation step or a small displacement).

Settings: functional r2SCAN; potential files Ansatz PAW; basis plane waves; wave-function cutoff 800 eV; density cutoff ratio 5; exchange-correlation grid ratio 1; k mesh 1 x 1 x 1, shifted by 0.5 0.5 0 of a step; self-consistency stop 1e-10 eV per atom in the density residual; occupations fixed; spin none; net charge 0.

Cell vectors (angstrom)
a  10.887  0  0
b  0  10.887  0
c  0  0  35.0019

Atoms and the computed forces on them: element, x, y, z (angstrom), force x, y, z (eV/angstrom)
Si  -0.5122  0.6092  0.0299  0.0015  0.0003  0.0056
Si  2.1151  3.3221  -0.056  0.0008  -0.001  0.0065
Si  -0.1407  5.4681  0.3105  -0.003  0.002  0.0024
Si  2.7019  8.1339  0.0237  -0.0006  0.0002  0.0074
Si  5.4799  0.0176  0.2234  0.0009  0.0013  0.0074
Si  8.1869  2.8296  0.3333  -0.0001  0.0032  0.0041
Si  5.9227  4.9985  -0.0966  -0.0006  -0.0002  0.0064
Si  8.5929  7.7477  -0.0952  0.0022  -0.0003  0.0059
Si  1.2397  1.549  1.3089  -0.001  0.0031  -0.0014
Si  4.0139  4.196  1.2035  0  -0.0001  -0.0019
Si  1.3912  6.8173  1.4451  0.0004  0.0017  0.0004
Si  3.9535  9.6008  1.3976  -0.0009  0.0015  0
Si  6.8581  1.332  1.539  -0.0002  0.0005  0.0005
Si  9.4318  4.1968  1.7236  0.0012  -0.001  -0.0002
Si  6.8755  6.747  1.2473  0.0012  -0.0002  -0.0013
Si  9.4445  9.612  1.2324  0.0004  0.0017  -0.0013
Si  -0.0133  2.7791  2.8684  0.0003  0.0008  -0.0016
Si  2.6051  0.1246  2.6864  0.0012  -0.0005  -0.0009
Si  -0.0111  8.2914  2.6608  0.001  -0.0003  -0.0001
Si  2.8048  5.5001  2.7653  0.0001  0.0011  -0.0002
Si  5.3318  2.7577  2.661  0.0013  0  0.0004
Si  8.1688  -0.07  2.8268  0.001  0.0007  -0.0018
Si  5.4425  8.1621  2.606  0.0009  0.0014  -0.0002
Si  8.0545  5.5734  2.9049  0.0004  0.0009  -0.0019
Si  1.4125  4.1364  4.1326  0.0002  0.0005  0.0009
Si  4.0289  1.4022  4.0637  0  0.0007  0.001
Si  1.3251  9.6056  4.0718  -0.0003  0.0015  0.0009
Si  4.1404  6.8578  4.0918  0.0003  0.001  0.0003
Si  6.6923  4.1062  4.0944  0.0001  -0.0008  0.0003
Si  9.5226  1.3474  4.1493  0.0007  0.001  0.0015
Si  6.755  9.4808  4.093  -0.0005  0.0004  0.0004
Si  9.5276  6.9281  4.1003  0.0013  0.0007  0.0002
Si  -0.0038  0.0171  5.502  0.0007  0.0009  -0.0006
Si  2.7294  2.743  5.487  0.0006  0.0011  -0.0001
Si  0.0075  5.5161  5.4328  0.0008  0.0013  -0.0005
Si  2.7316  8.224  5.3932  -0.0002  0.0008  0.0001
Si  5.3968  0.0087  5.4055  0.0003  0.0016  -0.0003
Si  8.1089  2.7452  5.4244  0.0002  0.0003  0
Si  5.4245  5.4636  5.4923  0.0007  0.001  -0.0001
Si  8.1571  8.2051  5.4895  0.0012  0.0008  0
Si  1.3675  1.3731  6.8345  0.0005  0.0018  -0.0002
Si  4.0925  4.0895  6.8406  0.0001  0.0009  0.0002
Si  1.3924  6.8552  6.78  -0.0007  0.0002  0.0005
Si  4.061  9.5515  6.7999  -0.0001  0.0009  0.0004
Si  6.7773  1.3555  6.7753  0.0008  0.0014  0.0003
Si  9.5153  4.1101  6.7666  0.0009  0.0006  -0.0003
Si  6.8343  6.7944  6.8186  0.0001  0.0018  0.0001
Si  9.5255  9.5471  6.8446  0.0006  0.0008  -0.0001
Si  -0.0147  2.7417  8.1417  -0.0003  0.001  0.0003
Si  2.6938  -0.0139  8.1973  -0.0002  0.0012  0.0001
Si  0.0388  8.1893  8.169  0.0007  0.0009  0
Si  2.7247  5.4595  8.1428  0.0007  0.0016  0.0002
Si  5.4419  2.6911  8.1751  0.0004  0.0004  0.0003
Si  8.1662  0.0372  8.1521  0.0007  0.0008  -0.0001
Si  5.4573  8.1736  8.1162  0.0007  0.002  0.0006
Si  8.2012  5.4579  8.1866  0.0007  0.0006  0.0005
Si  1.3687  4.0866  9.4832  0.0009  0.0013  0.0005
Si  4.0567  1.3304  9.536  0.0006  0.0001  0
Si  1.3306  9.5386  9.6074  -0.0005  0.0005  0.0002
Si  4.1039  6.8163  9.4711  -0.0004  0.0011  0.0001
Si  6.8457  4.0423  9.4981  -0.0002  0.0005  0.0007
Si  9.5502  1.3596  9.5255  0.0011  0.0015  -0.0002
Si  6.8398  9.5126  9.4628  0.0001  0.0017  0.0002
Si  9.6242  6.8067  9.5327  0.0004  0.0018  -0.0004
Si  -0.0513  0.0189  11.008  0.0007  0.001  -0.0006
Si  2.637  2.6755  10.8668  -0.0002  0.0005  -0.0006
Si  0.1025  5.438  10.909  0.0003  0.0019  -0.0002
Si  2.7448  8.1289  10.869  -0.0006  0.0028  0.0001
Si  5.4551  -0.0692  10.8106  0.0002  0.0005  -0.0014
Si  8.251  2.7363  10.8823  0.0015  -0.0002  0.0001
Si  5.4465  5.4081  10.7845  0.0018  0.0004  0.0009
Si  8.275  8.2272  10.8222  0.0006  0.0008  0
Si  1.3075  1.387  12.3867  0.0015  0.0012  0.0002
Si  4.0136  4.0636  12.116  0.0002  0.0011  0.0033
Si  1.4782  6.7577  12.3135  0.0002  -0.001  0.0018
Si  4.1465  9.4273  12.1917  -0.0001  0.0005  0.0005
Si  6.8285  1.3193  12.0816  -0.0011  0.0006  -0.0002
Si  9.6987  4.0385  12.2678  0.0014  0.0007  0.0005
Si  6.9852  6.7158  11.9834  0.0013  0.0022  0.0008
Si  9.4658  9.5491  12.423  0.0013  0.0007  0.0004
Si  -0.0424  2.762  13.9289  -0.0003  -0.0002  0.0012
Si  2.8238  -0.019  13.555  -0.0032  0.0021  -0.0013
Si  0.1151  8.1172  13.6554  0.0002  0.0019  0.0014
Si  2.7748  5.306  13.7095  0.0003  -0.0001  0.0009
Si  5.4601  2.7026  13.307  -0.0005  0.0008  -0.0002
Si  7.9243  0.1  13.7348  -0.0006  0.0035  0.0005
Si  5.6194  7.9098  13.3434  0.0018  0.0003  0.0009
Si  8.3076  5.4452  13.4375  -0.0003  0.0037  -0.0004
Si  1.7331  3.8208  15.3438  -0.0016  0.0014  -0.0095
Si  4.0083  1.6221  14.7586  0.0006  0.001  -0.0083
Si  1.4098  9.6095  14.9273  -0.0107  0.0044  -0.0039
Si  4.678  6.2155  14.6957  0.0021  -0.0011  -0.0027
Si  6.8453  4.0562  14.5502  -0.0008  0.0012  0.0004
Si  8.9431  1.8469  15.116  0.0009  0.0009  -0.0069
Si  6.2428  9.5889  14.8035  -0.001  -0.001  -0.0106
Si  9.4807  6.8428  14.924  -0.0077  0.0157  0.0006
Si  -6.6157  20.6118  18.8642  0.0005  -0.004  -0.0132
Si  -1.2222  2.5629  21.7172  0.0004  0.0012  -0.0056
Si  7.945  14.8544  25.8861  0.0014  0.0013  0.0026
Si  22.9255  17.9819  25.9898  -0.0004  -0.0015  0.0039
Si  -3.2133  0.3266  22.6481  0.0001  0.0005  -0.0039
Si  25.7648  1.454  17.6433  0.0023  0.0008  -0.0153
Si  -12.9142  15.9009  20.3501  0  0.0007  -0.0112
Si  11.7786  9.7126  24.6674  -0.0069  -0.0039  0.0007
Si  -0.066  -3.692  20.3633  0.0006  0.0015  -0.0095
Si  16.6098  20.5391  26.6786  0.0006  0.0021  0.0048
Si  1.49  22.8173  26.3872  -0.0006  0.0014  0.0034
Si  9.2419  6.5544  17.9274  0.0004  0.0021  -0.0164
Si  14.7802  30.36  16.2307  -0.0008  -0.0026  -0.0134
Si  -15.7561  -1.5949  21.3562  -0.0039  -0.0002  -0.0106
Si  18.9753  8.7328  16.7007  0.0238  0.0176  -0.0172
Si  9.5476  8.6312  22.7795  0.0046  0.0036  -0.0002
Si  12.2134  3.859  22.7023  -0.0009  0.0025  -0.0037
Si  1.4029  23.7149  20.7549  0.0018  0  -0.0113
Si  1.7986  21.7745  18.7315  -0.003  0  -0.0138
Si  2.9429  16.2966  24.6412  -0.0012  0.0008  0.0008
Si  10.6151  12.433  28.6579  0.0006  0.0003  0.0084
Si  6.7248  9.0588  32.9785  0.0007  -0.0013  0.0141
Si  13.376  25.6375  18.4602  -0.0021  0.001  -0.0176
Si  -6.2663  6.7946  32.9034  0.0045  0.0002  0.0165
Si  -7.1455  -9.2741  30.2561  0.0014  0.0018  0.014
Si  7.3811  6.808  22.2676  0.0008  -0.0018  -0.0055
Si  -12.7204  24.9307  30.8125  0.0006  0.0026  0.0145
Si  12.0844  7.8707  28.8888  -0.0014  -0.0015  0.0103
Si  2.6336  5.99  20.6425  -0.0013  -0.0009  -0.0105
Si  10.2868  21.7593  16.9724  -0.0094  -0.0097  -0.0222
Si  5.0746  10.361  23.826  -0.0035  -0.0017  -0.0005
Si  -3.1714  15.8946  28.6793  0.0019  -0.0002  0.0101
Si  -2.8478  21.6365  28.0058  -0.0009  0.0009  0.0069
Si  -13.8289  7.8104  27.3666  0.001  -0.0012  0.0068
Si  3.2667  10.2475  28.3448  0  -0.0001  0.0104
Si  3.6789  34.1133  33.2186  0.0005  0.0031  0.0142
Si  2.4562  22.8934  23.5639  -0.002  0.0023  -0.0027
Si  -8.2308  -5.2648  30.618  0.0011  0.0017  0.0122
Si  -0.0042  9.9925  30.379  0.0033  0.0002  0.0153
Si  -4.1244  12.1319  25.469  0.0007  -0.0023  0.0014
Si  1.3908  21.0288  33.0873  -0.0002  -0.0001  0.0136
Si  11.9232  13.9072  30.9109  0.0005  -0.0014  0.015
Si  15.4361  18.1417  22.7342  -0.0017  -0.0005  -0.0054
Si  15.5875  25.7787  28.7734  -0.001  -0.0013  0.0082
Si  20.156  6.451  24.7974  -0.0007  0.0006  -0.0004
Si  26.7922  14.5452  25.858  -0.0014  0.0018  0.0035
Si  7.9731  11.0782  30.8915  -0.0026  -0.0013  0.0132
Si  21.3738  -7.7942  33.3782  -0.0003  0.0024  0.0169
O  6.1365  -6.1718  28.7816  -0.0001  0.0012  -0.0029
N  -1.3968  2.0365  34.3864  0.0008  0.0013  -0.007
O  7.064  -0.61  31.9651  0.0021  0.0045  -0.0075
O  -2.5599  15.2631  30.0375  -0.0019  0.0018  -0.0077
O  5.5347  5.5465  33.4013  -0.002  0.0033  -0.0079
O  -7.9432  13.7185  33.6104  0.0025  -0.0044  -0.0078
O  -10.898  17.3948  25.0202  -0.0004  0.0011  0.0001
O  6.4584  -13.5539  26.8522  0.0002  0.0001  -0.0008
O  12.0117  20.7759  31.5284  -0.0035  0.0008  -0.0097
O  18.811  6.6187  28.4881  0.0001  0.0006  -0.0025
O  9.4443  10.4023  30.9663  0.0023  -0.0004  -0.0054
O  10.9327  10.7826  33.6767  0.0035  -0.0015  -0.0087
N  -2.1742  18.0788  23.3129  0.0007  0.0003  0.0024
O  8.6171  9.2111  27.8841  -0.001  -0.0014  -0.0031
N  6.9011  10.9519  26.7303  -0.0021  -0.0008  -0.0036
O  15.6306  12.2362  16.2142  -0.0014  -0.0009  0.0126
O  4.6204  8.7941  17.6289  0.0002  0.0059  0.0133
O  -8.5859  19.8777  28.5579  0.0023  0.0032  -0.0034
O  -0.2961  3.5759  22.6258  0.0002  -0.0006  0.0012
O  2.3063  8.874  16.0945  0.0028  0.0019  0.006
O  -0.3237  8.9584  23.9736  -0.0015  0.0054  0
O  1.5557  3.0615  19.5574  -0.0006  -0.0031  0.0081
O  -4.4754  4.4751  25.8202  -0.0002  -0.0007  -0.0008
O  5.1036  9.1417  20.0719  -0.0009  0.0012  0.0026
O  7.8209  3.0299  15.434  0.0002  0.0015  0.0031
O  8.5328  1.693  22.4843  -0.0001  -0.0012  0.0021
O  11.2331  10.5845  15.6949  -0.0046  0.0054  0.0183
O  13.5342  9.5318  18.9227  0.0015  0.0027  0.0036
O  10.2153  5.7639  20.8411  -0.0011  -0.0001  0.0036
O  2.9133  16.1395  19.2077  -0.0017  0.0023  0.0082
O  1.6799  15.4467  24.0877  0  0.0005  0.0017
O  4.6958  0.4075  18.6699  -0.0008  -0.0027  0.0064
O  -24.2125  -2.8077  15.2554  -0.0021  -0.0014  0.0317
O  -16.9089  1.1809  34.2613  -0.0042  0.0013  -0.0087
O  -1.0626  17.101  16.4312  -0.004  0.0042  0.0091
O  28.9396  8.1396  21.3352  0.0003  -0.0014  0.0039
O  -6.1255  24.2756  29.3769  0.0019  0.0023  -0.0058
O  25.6152  13.8623  18.1893  -0.0015  0.0013  0.007
O  -14.1281  16.4868  21.2334  -0.0015  0.0013  0.0045
O  10.353  7.3528  18.8133  0.0028  0.0006  0.0104
O  12.9684  0.6157  20.2014  -0.0013  0.0024  0.0043
O  12.528  -0.3064  23.5177  0.0001  -0.0005  0.0022
O  9.4775  23.1146  16.5981  0.0067  -0.0112  0.0076
O  10.2619  19.2462  21.3429  -0.0023  0.0015  0.01
O  4.846  9.7805  25.3233  -0.0008  0.0008  -0.0016
O  4.2213  3.8762  27.2393  0.0009  -0.0012  -0.004
O  17.5578  -0.1076  21.4193  0.0002  -0.0009  0.005
O  5.7665  15.9863  15.2767  0.0001  0.0007  0.0042
O  5.974  6.4989  23.0115  -0.0011  0.0015  0.0017
N  5.0099  8.9858  22.7395  0  0.0018  0.0053
O  9.2556  9.6789  17.2222  -0.0147  -0.0152  -0.0291
O  1.7307  25.9019  17.003  0.0036  -0.0003  0.0143
O  2.4613  0.8836  17.5293  0.0005  -0.0013  0.0087
O  8.7962  4.885  24.8589  -0.0003  0.001  -0.0002
O  7.9634  2.3706  25.5053  -0.0015  0.0011  -0.001
O  -20.0598  -2.1084  33.8907  -0.0016  0.0043  -0.0073
O  -9.3516  18.0493  20.4446  0.0007  -0.0004  0.0036
O  19.2984  15.1065  27.4252  -0.0006  -0.0009  -0.0051
O  -5.3105  18.9216  32.4137  -0.0005  0.0013  -0.0048
O  23.9002  1.7527  25.0545  -0.001  -0.0009  0.0003
O  25.7218  17.6008  21.2929  0.0009  0.0014  0.0059
O  12.8601  15.7641  21.6164  -0.0018  -0.0027  0.005
O  19.7866  3.4399  20.6086  0.0006  0.0002  0.0051
O  0.628  7.2521  27.5079  0.0015  0.0004  -0.003
O  -6.1893  20.5866  27.8953  0.0016  0.0004  -0.0016
O  0.6496  13.2311  32.3627  0.0023  0.0021  -0.0123
O  7.2882  21.7081  29.4477  0.0015  -0.0001  -0.0082
O  19.6261  16.1455  18.7492  -0.0004  -0.0009  0.0109
O  3.5663  32.7733  29.7369  -0.0013  -0.0039  -0.008
O  -6.2784  20.5305  15.2017  0.0002  0.0012  0.0098
O  4.1385  17.9047  15.9961  0.0004  0.0053  0.0051
O  17.6723  9.5747  16.3614  0.0155  -0.0069  0.0083
N  -0.3813  13.6231  29.9266  -0.0003  -0.0014  -0.0074
N  -10.2637  4.177  34.3427  0.0012  -0.0026  -0.0066
O  0.2415  21.7587  18.3557  0.0004  -0.0013  0.0013
O  -1.712  1.0314  28.0698  0.0001  -0.001  -0.0025
O  -5.5184  2.0912  25.654  0.0004  0.0001  -0.0011
O  12.5922  19.4005  25.3993  -0.0049  0.0034  -0.0031
O  -1.1362  17.4884  34.5834  -0.0002  0.0009  -0.0014
N  2.0186  24.0697  22.3526  0.0007  -0.0018  0.0045
O  8.7143  -11.7787  22.7061  0.0054  -0.0048  0.0017
O  0.6398  23.7859  27.3814  0.0012  -0.0012  -0.0032
O  13.1493  24.0325  30.2208  0.0017  0.0001  -0.0052
O  25.8849  26.0831  24.7099  -0.0013  -0.0013  0.0014
O  10.7081  23.3831  20.942  -0.0011  0.0011  0.0031
O  11.329  11.107  29.2872  0.0001  0.001  -0.0043
O  9.4771  14.6686  32.2794  -0.0022  -0.0014  -0.0117
O  2.8181  24.4035  15.2188  0.001  0.002  0.0059
O  13.2836  6.054  26.0174  -0.0002  0.0001  -0.001
O  3.5633  17.1956  31.7801  -0.0074  -0.003  -0.0112
O  4.3188  12.4812  31.7566  -0.0012  -0.0006  -0.0069
O  1.8544  17.6417  29.8254  -0.0009  0.0014  -0.0059
O  -9.3498  15.4434  31.1465  0.0013  0.0022  -0.005
O  7.0525  14.7068  34.607  0.0008  0.0005  -0.0011
O  11.3658  21.6566  25.8361  0.0031  -0.0029  -0.0021
O  25.4308  4.8798  29.6059  0.0036  -0.0024  -0.0039
O  14.3535  17.5928  23.8002  -0.0005  -0.0009  0.0013
O  -8.1862  11.2741  27.2304  0.0003  0.0008  -0.002
N  17.4913  22.1439  23.9764  -0.0011  0.0006  0.001
O  3.808  -3.6452  34.2289  0.0019  -0.0012  -0.0079
O  -2.195  -3.6389  26.0695  -0.0002  -0.0011  -0.0018
O  2.6699  0.2037  33.2939  -0.0007  0.0009  -0.0043
O  8.1376  34.4755  31.0699  0.0008  0.0004  -0.0049
O  -6.8921  33.2885  23.4241  0.0008  -0.0011  0.0011
O  18.8308  18.4095  17.7508  0.0026  0.0102  -0.0017
O  10.8431  -2.3421  29.672  0.0039  -0.0028  -0.0058
O  18.9284  8.2107  33.4215  -0.0026  0.0036  -0.0074
O  -4.6704  20.6418  34.3404  0.0008  -0.0013  -0.0084

Results
free energy: -152235.059 eV
free energy less fixed offsets of N -386.36, O -570.45, Si -639.56 eV per atom: -2.539 eV

The program warned: the cutoff lies below the one the program advises for these potential files; the forces do not sum to zero within the program's tolerance; empty levels may hold ghost states of the PAW files; the exchange-correlation potential is rough where the density is thin.
